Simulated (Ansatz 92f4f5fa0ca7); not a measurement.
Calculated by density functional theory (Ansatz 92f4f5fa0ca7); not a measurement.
Periodic cell of 224 atoms, Si133O90H1, from a study of silicon, its oxide and their interface. The atomic structure is a simulated model.

Settings: functional PBE; potential files Ansatz PAW; basis plane waves; wave-function cutoff 700 eV; density cutoff ratio 5; exchange-correlation grid ratio 1; k mesh 2 x 2 x 1, shifted by 0.5 0.5 0.5 of a step; self-consistency stop 5e-08 eV per atom in the density residual; occupations fixed; spin none; net charge +1 e, with a uniform compensating background and no finite-size correction.

Cell vectors (angstrom)
a  10.938  0  0
b  0  10.938  0
c  0  0  32.2295

Atoms and the computed forces on them: element, x, y, z (angstrom), force x, y, z (eV/angstrom)
Si  0.1335  -0.2573  24.8731  0.0045  -0.0216  -0.0195
Si  5.2418  0.069  24.8934  -0.0101  0.0193  -0.0249
Si  3.1274  2.4457  24.7474  0.0211  -0.0278  -0.0318
Si  7.8428  2.9181  24.6924  -0.0222  0.0173  -0.0466
Si  -0.3131  5.5599  24.5562  -0.0157  0.0197  -0.0487
Si  5.8146  5.3847  24.5783  0.0228  -0.0042  -0.0376
Si  2.3161  8.4128  24.7962  -0.0169  0.0284  -0.0355
Si  8.5665  7.9339  24.9573  0.0241  -0.0099  -0.0315
Si  1.3926  1.3903  26.0166  -0.0144  -0.0178  -0.003
Si  6.8053  1.3341  26.1136  0.0167  0.0031  0.0061
Si  4.1828  4.1778  25.947  0.0077  0.0209  0.0047
Si  9.5134  4.0274  25.9803  0.0202  0.0113  0.0142
Si  1.2732  6.7115  26.0126  -0.0044  0.0019  -0.0017
Si  6.8861  6.8032  26.1211  -0.0074  -0.0056  0.0161
Si  4.0019  9.4687  26.1181  0.0139  0.0056  0.0042
Si  9.6502  9.5089  26.2859  -0.0149  -0.0056  -0.0031
Si  2.7145  0.0056  27.4548  -0.0025  0.004  -0.0138
Si  8.2099  -0.0036  27.4719  -0.0136  0.0178  -0.0141
Si  0.0005  2.7329  27.392  0.0032  -0.0021  0.0102
Si  5.459  2.7676  27.4362  -0.0036  0.011  -0.0105
Si  2.7517  5.4495  27.3791  0.0018  -0.005  0.0169
Si  8.2378  5.4196  27.4548  0.0033  -0.0079  -0.0126
Si  0.0674  8.1083  27.5238  0.0195  -0.0171  -0.0156
Si  5.4711  8.1748  27.4414  -0.0074  0.0004  -0.0064
Si  4.1018  1.3673  28.8112  -0.0727  0.154  -0.0673
Si  9.5708  1.3673  28.8112  0.1477  0.1372  -0.0806
Si  1.3673  4.1018  28.8112  0.0487  -0.0135  -0.4229
Si  6.8362  4.1018  28.8112  0.0723  -0.1077  0.144
Si  4.1018  6.8362  28.8112  -0.1135  -0.195  -0.1715
Si  9.5708  6.8362  28.8112  -0.0751  -0.3712  0.3955
Si  1.3673  9.5708  28.8112  0.2077  -0.103  0.3151
Si  6.8362  9.5708  28.8112  -0.172  -0.0286  -0.0159
Si  0  0  30.1785  -0.0495  -0.0528  -0.0164
Si  5.469  0  30.1785  0.0156  -0.0108  -0.0179
Si  2.7345  2.7345  30.1785  -0.0362  -0.06  -0.0278
Si  8.2035  2.7345  30.1785  -0.039  0.0272  0.0038
Si  0  5.469  30.1785  -0.0935  0.0504  0.0159
Si  5.469  5.469  30.1785  -0.0187  -0.0194  -0.0234
Si  2.7345  8.2035  30.1785  0.0477  0.1238  0.013
Si  8.2035  8.2035  30.1785  -0.0067  -0.0682  -0.0294
Si  1.3673  1.3673  31.5457  0.0556  0.0252  0.0149
Si  6.8362  1.3673  31.5457  0.037  -0.0179  -0.0086
Si  4.1018  4.1018  31.5457  0.0179  0.0084  0.0017
Si  9.5708  4.1018  31.5457  0.0831  -0.0367  -0.0006
Si  1.3673  6.8362  31.5457  0.0191  -0.0373  -0.0163
Si  6.8362  6.8362  31.5457  -0.0342  0.0355  0.0058
Si  4.1018  9.5708  31.5457  -0.0086  -0.0597  -0.0004
Si  9.5708  9.5708  31.5457  -0.0392  0.0182  0.0083
Si  2.7345  0  0.6835  0.0088  -0.0533  -0.0178
Si  8.2035  0  0.6835  -0.0098  0.0003  0.0113
Si  0  2.7345  0.6835  -0.1361  0.0365  0.0033
Si  5.469  2.7345  0.6835  0.0087  0.0014  -0.006
Si  2.7345  5.469  0.6835  -0.0321  0.0671  0.0032
Si  8.2035  5.469  0.6835  0.0139  0.012  -0.0085
Si  0  8.2035  0.6835  0.0141  -0.0316  -0.0026
Si  5.469  8.2035  0.6835  -0.0064  0.0368  -0.0021
Si  4.1018  1.3673  2.0507  -0.0534  0.031  0.0318
Si  9.5708  1.3673  2.0507  0.0706  0.0258  -0.0125
Si  1.3673  4.1018  2.0507  0.0718  -0.003  0.018
Si  6.8362  4.1018  2.0507  -0.1037  -0.0457  0.0217
Si  4.1018  6.8362  2.0507  0.081  -0.0088  -0.0067
Si  9.5708  6.8362  2.0507  -0.0167  0.0158  -0.0061
Si  1.3673  9.5708  2.0507  0.1423  0.11  0.0236
Si  6.8362  9.5708  2.0507  0.016  -0.112  0.0051
Si  0  0  3.418  0.3347  0.5931  -0.1165
Si  5.469  0  3.418  0.0394  0.0431  0.6796
Si  2.7345  2.7345  3.418  -0.0961  -0.2741  -0.1263
Si  8.2035  2.7345  3.418  -0.2709  -0.4425  0.1009
Si  0  5.469  3.418  -0.1078  0.0536  0.1413
Si  5.469  5.469  3.418  -0.3287  -0.1496  -0.3371
Si  2.7345  8.2035  3.418  0.4584  0.6098  -0.084
Si  8.2035  8.2035  3.418  -0.1171  0.0945  -0.3685
Si  1.3845  1.4016  4.8628  0.0163  -0.0095  0.0018
Si  6.8388  1.3614  4.8985  -0.0045  -0.0076  0.0038
Si  4.0792  4.0735  4.7586  0.0194  -0.0062  0.0213
Si  9.5489  4.0612  4.7603  0.0075  0.0021  0.0143
Si  1.3694  6.9173  4.7272  -0.007  -0.0089  0.0162
Si  6.8083  6.8432  4.7099  -0.0169  0.0062  0.0029
Si  4.0972  9.6134  4.8942  -0.0021  0.0168  0.013
Si  9.5274  9.6573  4.703  -0.0107  0.0198  0.0084
Si  2.7768  0.1555  6.3905  -0.0067  0.0341  -0.0324
Si  8.3139  -0.0359  6.2898  0.0157  -0.0172  -0.0076
Si  0.0067  2.8195  6.2304  -0.0022  -0.011  0.0081
Si  5.4286  2.7917  6.2437  -0.0104  -0.0132  -0.0214
Si  2.6944  5.5005  6.023  -0.0109  -0.0073  0.0023
Si  8.142  5.441  6.0172  -0.0095  -0.014  0.0128
Si  0.021  8.4054  5.9974  -0.0052  -0.0071  0.0339
Si  5.5597  8.189  6.1705  -0.0015  -0.0261  -0.0117
Si  4.0919  1.6461  7.8517  0.0104  0.0188  0.063
Si  9.8148  1.2871  7.6723  -0.0278  0.0284  0.0249
Si  0.9225  4.7094  7.383  -0.0157  0.0389  0.0259
Si  6.6275  4.3752  7.5035  -0.0121  0.0109  0.0482
Si  4.3485  6.5184  7.312  0.0008  -0.0224  0.0334
Si  9.5676  6.9173  7.0674  -0.0056  0.0092  -0.0069
Si  1.1151  9.8606  7.5486  -0.0306  -0.0241  0.036
Si  7.379  9.0568  7.4726  0.0312  -0.0424  0.0355
O  9.5713  6.807  24.2702  0.0109  -0.0162  -0.023
O  4.1786  1.2238  24.425  -0.0088  -0.0017  -0.0259
O  8.523  7.9196  7.9282  -0.0262  0.0191  0.0184
O  3.2608  2.5021  9.0172  0.003  -0.0125  -0.0135
O  6.8244  4.1273  24.1839  -0.0033  0.0051  -0.0217
O  2.8347  7.7064  23.4183  -0.0184  0.0077  -0.004
O  5.4691  5.4737  7.9307  0.0059  -0.0029  0.0216
O  0.1549  0.1707  8.5667  0.0183  -0.0143  0.0297
O  7.2326  3.7853  8.9158  0.0104  0.0083  -0.0123
O  6.7941  9.6135  8.8986  -0.0084  0.0029  -0.0155
O  10.6717  5.8517  7.7924  0.0023  -0.0133  0.028
O  1.5558  8.8667  8.7789  0.0226  0.0226  -0.0197
O  5.242  0.8293  8.7235  -0.0259  -0.011  -0.0043
O  1.4233  4.3507  8.8838  0.0073  -0.0167  -0.0137
O  9.1293  1.992  8.9791  0.0119  0.0003  -0.0288
O  3.4236  6.9495  8.5987  0.0179  0.0264  -0.0002
O  7.9797  8.7874  23.7142  -0.003  -0.0049  0.0074
O  8.3294  2.1905  23.3004  0.0006  -0.003  0.0187
O  5.4853  6.2782  23.2133  0.0065  -0.0209  0.0048
O  2.83  2.983  23.223  -0.0062  -0.0162  -0.0025
O  12.1864  -1.3501  24.3249  0.0034  -0.0083  -0.0226
O  0.0591  4.8828  23.0786  -0.0024  0.0228  0.0156
O  4.0439  7.4046  21.1896  0.0092  -0.0149  0.0178
O  10.9691  21.048  20.7999  0.0175  0.0176  -0.007
Si  5.3774  4.8443  16.7167  -0.0059  0.0003  0.0034
Si  0.5399  8.765  20.0691  -0.003  -0.002  0.0026
Si  6.0728  9.3185  12.1569  0.004  0.0013  0.003
Si  13.3498  4.8837  12.664  0.0009  0.0021  0.005
Si  8.6489  2.9773  12.8749  -0.0107  0.0028  0.0013
Si  9.8772  0.0277  12.75  0.0009  -0.0021  0.0027
Si  2.0768  3.2665  9.8779  -0.0047  0.0017  0.0082
Si  2.5912  -3.7302  21.8886  0.001  0.0008  0.003
Si  17.7073  7.0239  15.523  -0.0023  -0.0027  0.0022
Si  7.0811  11.1135  18.6512  -0.0011  0.0057  0.0053
Si  8.5379  3.3295  9.7914  0.0028  0.0076  0.0116
Si  3.4879  13.1006  14.0153  0.0069  -0.0025  0.0107
Si  5.8194  0.4632  14.3634  0.0019  -0.0006  0.0042
Si  6.9777  5.9618  19.2645  -0.0047  -0.003  0.0045
Si  0.8111  4.7778  21.5996  0.003  -0.001  -0.003
Si  13.6701  -0.9881  18.2206  0.0016  -0.0058  -0.0005
Si  3.3249  2.8207  17.078  0.0008  0.004  0.002
Si  5.3968  10.2848  9.3676  -0.0095  -0.0093  0.0094
Si  9.5197  6.5487  16.5283  0.004  0.0006  0.0015
Si  16.4809  7.0506  21.7476  0.0022  0.0034  -0.0071
Si  9.7975  4.7841  19.0765  0.0036  0  0.0025
Si  1.8789  -0.3382  12.7284  -0.0031  0.0012  0.0006
Si  5.2038  20.5141  16.5921  -0.0039  0.0005  0.0017
Si  8.4514  8.1017  12.9549  -0.0106  -0.0035  -0.0022
Si  11.4391  0.5597  10.2947  0.0001  -0.0106  -0.0084
Si  7.0129  9.5975  22.7175  -0.007  0.0067  0.0005
Si  11.3277  11.6747  20.8796  -0.0008  0.0017  0.0073
Si  -0.6223  -5.2541  13.5417  0.0126  0.006  0.0098
Si  4.4283  1.1597  19.5785  0.0052  0.0002  0.0077
Si  3.0102  8.3335  9.3123  0.0036  -0.0049  -0.0003
Si  1.0021  1.3305  17.8162  0.001  0.0005  -0.0024
Si  3.3751  7.9052  12.4206  0.0016  0.004  -0.0037
Si  2.5146  2.3097  21.7703  0.0026  -0.0051  0.0036
Si  7.3033  2.7222  15.4199  0.0028  -0.0008  0.0022
Si  8.8128  8.4368  18.5899  0.0015  0.0013  0.0015
Si  9.0523  0.9149  22.5951  0.0031  -0.0047  -0.0021
Si  9.2493  2.2031  17.5502  0.0013  0.0001  0.0002
O  6.1731  8.3124  16.3012  -0.0087  0.0046  -0.0088
O  5.0189  1.7042  13.6428  0.0061  -0.018  0.0178
O  13.1133  5.6487  21.7742  -0.0035  0.0109  0.009
O  6.5127  10.4337  13.2535  -0.0111  -0.009  0.003
O  2.508  9.1338  13.1291  0.0064  0.0129  -0.0144
O  1.6449  0.9263  21.925  -0.0041  0.0159  -0.0246
O  2.9289  8.0255  10.8685  0.014  0.0015  -0.0067
O  3.5436  -0.2183  19.4233  0.0097  0.0149  -0.0298
O  10.309  -4.7458  15.1228  -0.0094  -0.0051  -0.0092
O  9.5792  -4.0124  12.7016  -0.0096  -0.0038  0.0326
O  3.8219  4.3756  16.9293  0.0161  -0.0257  0.0017
O  8.208  9.9318  18.8981  -0.0063  -0.0074  -0.0099
O  9.4085  8.1299  17.0524  -0.0074  -0.0225  0.023
O  14.3339  2.0651  15.6295  0.0077  0.0243  -0.0039
O  7.4707  7.5896  14.163  0.0171  0.0034  -0.0056
O  11.8518  5.3894  13.0693  0.0036  -0.001  0.0018
O  4.9376  8.2693  12.6743  -0.0069  0.0187  -0.0184
O  6.2186  6.025  20.6955  -0.0015  0.0262  -0.0064
O  9.9333  14.1684  18.6125  -0.0151  0.0128  -0.0109
O  5.5279  5.9461  15.4934  0.0072  -0.0133  0.0273
O  7.5648  7.4334  18.8851  0.0148  -0.0133  0.0078
O  1.5987  8.9569  18.8374  -0.0011  0.0138  0.0067
O  12.35  3.3376  21.1341  0.002  -0.0037  0.0027
O  8.1426  2.9173  11.315  0.0107  0.0018  0.0024
O  10.0813  -2.8519  19.5698  -0.0035  0.0075  -0.0153
O  -0.2057  -5.7748  20.3681  -0.0083  -0.0048  -0.0077
O  6.0489  10.5753  17.5314  -0.0016  -0.0139  -0.0032
O  3.2306  6.3155  12.7979  -0.0004  -0.0097  0.0088
O  6.0194  0.7433  19.8028  -0.0228  0.0048  -0.0105
O  10.1695  5.6945  17.7572  -0.0258  -0.0008  -0.003
O  1.7143  -0.2495  11.0469  -0.0211  0.0267  0.0335
O  8.2266  4.9479  19.463  0.0077  0.0221  -0.016
O  6.1512  14.4237  16.2538  0.0099  0.0119  -0.0095
O  11.8169  1.2215  19.424  -0.0051  -0.0086  -0.0047
O  7.4009  14.2023  13.8813  0.0103  -0.0204  0.0138
O  4.8455  10.4134  15.2323  0.0288  0.0007  0.01
O  9.6352  4.2371  13.195  -0.0124  -0.006  -0.0261
O  8.7316  2.9378  16.1845  -0.0209  -0.0171  0.0077
O  7.9451  6.1552  16.2729  0.0204  0.0101  -0.0158
O  4.2417  2.065  18.2157  -0.0214  -0.0054  0.0035
O  4.0928  9.4571  8.8423  0.0107  -0.0067  0.0314
O  5.421  -0.6994  10.9745  -0.0022  -0.0115  -0.017
O  9.9446  12.4167  21.3492  0.0076  -0.0194  0.0093
O  1.7441  2.756  17.4919  0.0185  -0.0269  0.0032
O  10.1037  0.2484  23.6522  0.0039  0.0078  -0.0074
O  6.3694  8.4748  21.7272  -0.009  -0.0131  0.0095
O  2.5031  4.1507  11.1766  -0.0122  -0.0073  -0.0018
O  -1.6766  1.4721  13.2186  -0.0005  0.0087  -0.0054
O  2.635  11.9508  13.2166  -0.0021  0.0047  0.0008
O  -0.4708  23.0678  17.1316  0.0057  0.0131  0.0199
O  7.9511  10.7627  22.0476  0.0062  0.0115  0.0193
O  6.9689  1.1209  15.3137  -0.0136  0.0197  -0.0205
O  1.9469  0.1039  17.282  -0.0034  0.0052  0.0358
O  9.6232  4.5126  9.98  -0.0054  0.0092  -0.0498
O  14.7395  9.1195  17.2993  0.0086  0.0291  0.0064
O  0.4129  -0.1806  13.3992  -0.0016  0.0016  -0.0307
O  10.0694  0.1844  11.0872  0.0287  -0.0028  0.0193
O  7.3856  -2.5179  11.7283  -0.0172  0.0135  0.0209
O  0.9319  2.1279  10.2489  0.0264  -0.0033  -0.0119
O  3.8531  2.0213  20.8651  -0.0128  -0.0149  -0.0105
O  16.7313  10.3218  23.5103  0.0198  0.0016  -0.0021
O  1.328  7.9528  21.2165  0.0077  0.0016  -0.0019
O  5.9229  5.4341  18.1366  0.0093  -0.0034  -0.0052
O  13.9874  3.6978  13.6113  -0.0042  -0.0061  -0.0166
O  7.9647  1.4635  18.208  0.0117  -0.0026  -0.0047
O  9.1362  -1.3574  13.1872  0.002  -0.0061  -0.0155
H  9.9858  5.0319  9.2336  -0.0139  -0.0231  0.0342

Results
free energy: -135771.283 eV
free energy less fixed offsets of H -17.10, O -569.03, Si -635.61 eV per atom: -5.353 eV

The program warned: the cutoff lies below the one the program advises for these potential files; the exchange-correlation potential is rough where the density is thin.
